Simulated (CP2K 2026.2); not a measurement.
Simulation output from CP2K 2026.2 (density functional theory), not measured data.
Periodic cell of 571 atoms, Si324O237N10, from a study of silicon, its oxide and their interface. The atomic structure is a simulated model.
Doubt: the forces sum to 1.83 eV/angstrom along one axis rather than to zero, so they err by at least 0.0032 eV/angstrom per atom on average; the grid cutoff is modest.

Settings
functional: PBE
method: Gaussian and plane waves
basis set: DZVP-MOLOPT-SR-GTH
pseudopotentials: GTH-PBE
grid cutoff: 350 Ry, relative cutoff 50 Ry
k points: Gamma only
occupations: fixed
spin: none
net charge: 0

Cell vectors (angstrom)
a	16.3356	0	0
b	0	16.3356	0
c	5.5264	2.5828	35.1516

Atoms: element, x, y, z (angstrom)
Si	1.135	15.318	0.122
Si	4.009	1.897	0.058
Si	1.615	3.932	0.005
Si	3.921	6.878	0.077
Si	1.677	9.111	0.002
Si	9.792	14.443	34.883
Si	6.973	14.808	0.013
Si	9.009	1.827	0.153
Si	6.98	4.105	0.651
Si	9.754	6.483	0.209
Si	12.053	12.227	35.115
Si	9.257	12.512	0.025
Si	17.578	17.746	34.983
Si	15.189	1.143	0.093
Si	12.012	4.394	0.303
Si	14.768	6.978	0.153
Si	12.659	9.287	0.094
Si	20.57	14.682	35.079
Si	2.822	0.148	1.26
Si	5.38	2.823	1.695
Si	2.723	5.41	1.442
Si	5.46	8.11	1.372
Si	2.748	10.819	1.229
Si	5.314	13.566	1.116
Si	8.053	16.407	1.382
Si	10.812	2.736	1.413
Si	8.339	5.514	1.791
Si	10.925	8.202	1.304
Si	8.123	10.847	1.238
Si	10.907	13.64	1.252
Si	13.583	16.277	1.281
Si	16.349	2.775	1.321
Si	13.59	5.524	1.559
Si	16.363	8.149	1.379
Si	13.677	10.907	1.425
Si	16.385	13.553	1.267
Si	1.403	1.424	2.689
Si	4.014	4.171	2.942
Si	1.341	6.78	2.762
Si	4.077	9.495	2.7
Si	1.425	12.218	2.628
Si	4.073	14.969	2.587
Si	6.749	1.334	2.863
Si	9.63	4.037	2.99
Si	6.825	6.9	2.851
Si	9.514	9.548	2.636
Si	6.735	12.251	2.579
Si	9.523	15.018	2.647
Si	12.237	1.334	2.667
Si	14.989	4.085	2.753
Si	12.234	6.913	2.836
Si	15.06	9.559	2.76
Si	12.234	12.276	2.661
Si	14.954	14.894	2.631
Si	16.336	16.322	3.973
Si	2.664	2.734	4.176
Si	16.321	5.445	4.137
Si	2.715	8.162	4.091
Si	16.411	10.916	4.079
Si	2.74	13.609	4.001
Si	5.397	16.25	4.098
Si	8.158	2.688	4.203
Si	5.455	5.521	4.18
Si	8.198	8.262	4.13
Si	5.44	10.894	4.036
Si	8.133	13.606	3.969
Si	10.884	16.333	4.058
Si	13.606	2.701	4.065
Si	10.962	5.492	4.234
Si	13.647	8.238	4.134
Si	10.865	10.91	4.005
Si	13.604	13.598	4.04
Si	17.655	14.939	10.778
Si	4.098	1.335	10.806
Si	17.753	4.085	10.872
Si	4.094	6.721	11.055
Si	17.627	9.477	10.8
Si	4.052	12.164	10.728
Si	6.877	15.007	10.74
Si	9.548	1.404	10.749
Si	6.82	4.129	10.955
Si	9.516	6.86	11.067
Si	6.812	9.443	10.986
Si	9.572	12.235	10.985
Si	12.219	14.89	10.804
Si	15.051	1.38	10.869
Si	12.194	4.097	10.794
Si	14.944	6.884	10.897
Si	12.265	9.596	11.077
Si	14.905	12.199	10.984
Si	2.704	16.277	12.087
Si	5.445	2.67	12.204
Si	2.72	5.292	12.418
Si	5.474	8.082	12.428
Si	2.695	10.786	12.08
Si	5.476	13.564	11.906
Si	8.251	16.377	12.1
Si	10.825	2.777	12.155
Si	8.131	5.49	12.448
Si	10.876	8.273	12.468
Si	8.219	10.792	12.308
Si	10.929	13.637	12.358
Si	13.627	16.263	12.022
Si	16.462	2.745	12.257
Si	13.53	5.465	12.103
Si	16.286	8.254	12.292
Si	13.606	10.912	12.584
Si	16.317	13.625	12.195
Si	17.849	1.277	13.587
Si	4.105	3.803	13.78
Si	17.564	6.771	13.56
Si	3.967	9.48	13.557
Si	17.764	12.22	13.377
Si	4.161	14.878	13.246
Si	6.908	1.337	13.47
Si	9.558	4.05	13.705
Si	6.772	6.798	14.005
Si	9.489	9.621	13.963
Si	6.763	12.275	13.318
Si	9.556	15.14	13.581
Si	12.245	1.32	13.246
Si	14.922	4.162	13.407
Si	12.306	6.767	13.613
Si	15.091	9.541	13.952
Si	12.19	12.349	13.953
Si	14.906	14.984	13.506
Si	16.032	16.647	14.658
Si	3.316	1.868	15.074
Si	15.944	5.651	14.861
Si	2.559	8.095	14.901
Si	16.435	11.299	15.087
Si	3.088	13.345	14.573
Si	5.635	16.057	14.536
Si	7.972	2.83	14.963
Si	5.658	4.961	15.1
Si	8.466	7.948	15.384
Si	5.228	11.133	14.618
Si	8.033	13.718	14.611
Si	11.159	16.387	14.863
Si	13.771	2.495	14.481
Si	10.72	5.671	14.983
Si	13.809	7.824	15.085
Si	10.442	11.374	15.317
Si	13.356	14.117	15.069
Si	4.566	16.536	26.372
Si	10.984	11.513	18.43
Si	17.201	4.596	17.344
Si	13.212	10.432	24.63
Si	10.543	14.328	27.269
Si	14.892	12.13	31.346
Si	11.244	8.859	19.951
Si	9.518	2.422	28.563
Si	8.889	13.631	20.864
Si	6.775	6.715	20.581
Si	8.126	14.923	32.149
Si	6.383	10.588	17.329
Si	18.169	10.111	25.823
Si	16.579	15.729	17.649
Si	18.259	1.935	17.963
Si	9.001	6.736	25.117
Si	8.599	12.492	17.252
Si	5.425	14.856	28.899
Si	13.804	4.727	22.047
Si	15.635	6.891	22.81
Si	9.437	7.121	21.992
Si	10.457	1.983	21.547
Si	4.032	11.89	17.092
Si	11.858	4.726	17.832
Si	15.352	2.115	21.296
Si	10.795	5.045	32.464
Si	18.277	10.033	17.037
Si	9.34	17.289	17.028
Si	6.229	8.614	30.095
Si	20.924	17.149	30.776
Si	17.956	13.082	16.986
Si	4.924	4.591	21.327
Si	19.863	4.109	23.858
Si	10.609	11.488	25.734
Si	13.225	4.657	25.174
Si	15.654	2.887	25.69
Si	13.284	15.932	27.71
Si	8.872	16.349	19.851
Si	17.775	13.171	32.35
Si	19.432	5.655	33.242
Si	8.891	16.723	26.527
Si	20.319	12.584	30.497
Si	4.474	13.936	21.378
Si	12.096	9.348	17.328
Si	5.915	16.12	19.529
Si	18.458	5.379	30.44
Si	13.634	11.535	18.988
Si	18.414	7.856	28.787
Si	15.202	13.2	17.061
Si	14.013	8.735	19.374
Si	10.616	15.504	22.163
Si	14.652	6.155	17.577
Si	14.48	14.835	32.191
Si	15.52	13.903	23.549
Si	14.313	11.525	22.111
Si	12.986	16.886	21.604
Si	8.128	10.804	23.806
Si	19.594	3.032	28.981
Si	15.69	15.405	29.479
Si	18.848	16.021	32.81
Si	3.857	1.902	20.29
Si	8.332	13.625	29.344
Si	18.592	13.829	23.241
Si	7.221	15.089	16.94
Si	10.992	6.607	28.8
Si	6.636	5.683	26.644
Si	16.297	9.505	21.377
Si	16.494	7.568	26.664
Si	15.605	2.849	33.183
Si	13.326	10.158	33.078
Si	5.829	13.102	32.946
Si	15.696	11.887	25.806
Si	5.302	7.83	33.01
Si	6.008	10.328	25.873
Si	3.68	6.075	17.086
Si	17.334	5.237	24.72
Si	14.193	17.051	18.966
Si	18.294	1.787	22.501
Si	4.92	3.154	26.444
Si	8.286	3.838	30.952
Si	4.766	10.968	21.006
Si	7.141	17.658	32.329
Si	12.191	2.001	16.951
Si	10.954	4.754	20.615
Si	6.779	15.994	24.767
Si	3.796	11.095	23.942
Si	13.222	17.423	32.395
Si	4.718	7.867	27.438
Si	12.896	4.872	30.354
Si	7.947	10.573	20.824
Si	18.236	16.207	25.066
Si	9.083	17.349	23.841
Si	11.189	8.048	33.284
Si	7.637	8.494	18.475
Si	18.785	10.752	28.748
Si	7.988	6.211	29.494
Si	16.605	18.286	28.578
Si	18.777	9.362	19.925
Si	9.854	8.943	27.331
Si	7.529	10.712	28.493
Si	10.649	4.576	26.51
Si	12.36	18.397	29.468
Si	3.993	6.931	19.984
Si	15.82	4.071	30.491
Si	13.911	7.644	25.318
Si	16.166	12.535	28.766
Si	15.243	16.358	25.185
Si	6.881	13.612	23.102
Si	1.351	14.962	5.358
Si	4.061	1.331	5.44
Si	1.324	4.094	5.514
Si	4.075	6.848	5.5
Si	1.375	9.527	5.462
Si	4.081	12.239	5.415
Si	6.805	14.921	5.424
Si	9.557	1.333	5.493
Si	6.801	4.109	5.485
Si	9.523	6.86	5.496
Si	6.813	9.59	5.468
Si	9.502	12.256	5.372
Si	12.254	14.962	5.399
Si	14.986	1.33	5.398
Si	12.322	4.092	5.515
Si	14.968	6.828	5.49
Si	12.226	9.582	5.421
Si	14.977	12.252	5.396
Si	2.7	16.304	6.766
Si	5.425	2.725	6.783
Si	2.723	5.451	6.833
Si	5.464	8.189	6.828
Si	2.734	10.869	6.822
Si	5.461	13.56	6.801
Si	8.165	16.297	6.795
Si	10.911	2.737	6.84
Si	8.152	5.484	6.829
Si	10.891	8.226	6.833
Si	8.203	10.908	6.823
Si	10.892	13.591	6.743
Si	13.62	16.309	6.762
Si	16.294	2.718	6.819
Si	13.632	5.479	6.891
Si	16.341	8.183	6.842
Si	13.606	10.906	6.766
Si	16.323	13.618	6.747
Si	1.363	1.352	8.122
Si	4.102	4.092	8.172
Si	1.373	6.8	8.193
Si	4.087	9.482	8.204
Si	1.306	12.231	8.119
Si	4.078	14.944	8.113
Si	6.81	1.386	8.114
Si	9.522	4.138	8.169
Si	6.803	6.822	8.218
Si	9.546	9.553	8.244
Si	6.834	12.218	8.192
Si	9.546	14.935	8.123
Si	12.296	1.344	8.146
Si	14.99	4.105	8.223
Si	12.227	6.869	8.215
Si	14.926	9.547	8.16
Si	12.239	12.226	8.134
Si	14.959	14.944	8.144
Si	16.328	16.34	9.457
Si	2.732	2.716	9.483
Si	16.352	5.484	9.584
Si	2.746	8.088	9.596
Si	16.267	10.896	9.526
Si	2.69	13.573	9.44
Si	5.457	16.337	9.431
Si	8.137	2.778	9.496
Si	5.44	5.45	9.581
Si	8.183	8.151	9.596
Si	5.495	10.798	9.529
Si	8.241	13.568	9.521
Si	10.907	16.312	9.461
Si	13.627	2.717	9.533
Si	10.829	5.527	9.564
Si	13.569	8.248	9.588
Si	10.937	10.91	9.607
Si	13.605	13.538	9.504
N	17.458	11.449	16.534
O	12.168	15.198	15.292
O	9.351	17.768	25.377
O	18.501	14.009	15.76
O	20.703	13.772	29.473
N	14.832	6.607	15.887
O	11.628	3.117	17.973
O	14.456	17.34	22.082
O	6.116	10.341	15.759
O	2.772	2.069	16.593
O	9.898	3.447	27.377
O	6.875	3.932	15.457
O	7.901	11.066	17.528
O	7.208	9.923	24.826
O	7.538	5.858	27.978
O	20.186	3.562	27.578
O	17.891	8.963	15.883
O	20.097	11.3	29.523
N	9.128	12.611	15.639
O	5.434	11.789	17.865
O	13.666	16.263	35.014
O	19.341	14.385	21.903
O	12.911	17.429	28.275
O	14.68	4.035	33.726
O	16.835	4.621	15.773
O	8.329	8.304	17.002
O	14.486	4.965	30.617
O	17.895	12.619	33.846
O	21.139	13.456	34.15
O	18.952	12.75	31.334
O	12.902	8.895	25.079
O	12.223	17.871	33.601
O	12.72	8.475	16.136
O	14.95	1.49	14.979
O	19.392	17.49	21.487
O	3.526	10.337	17.035
O	5.359	7.524	20.662
O	15.502	12.268	27.34
O	8.634	12.053	20.579
O	16.53	2.567	34.486
O	9.88	8.882	33.75
O	16.672	5.787	23.355
O	9.602	6.791	15.354
O	14.37	9.464	34.084
O	10.857	8.166	28.353
O	7.677	2.812	32.021
O	9.307	17.338	18.64
O	12.044	1.853	21.864
O	15.238	15.916	18.523
O	18.78	14.793	24.521
O	10.98	13.347	34.574
O	10.302	8.2	21.104
O	8.462	2.134	16.361
O	13.372	17.512	17.671
O	13.464	5.602	35.093
O	17.171	11.336	25.533
O	15.17	17.946	24.806
O	8.271	12.033	29.039
O	6.38	5.165	20.867
O	12.691	3.645	29.294
O	18.136	2.377	28.795
O	17.733	16.741	18.233
O	8.893	17.413	27.958
O	7.517	7.657	29.984
O	11.21	5.711	27.494
O	12.581	11.392	33.815
O	16.054	5.488	18.068
O	13.409	4.489	23.591
O	16.439	16.728	28.953
O	17.773	10.01	20.992
O	8.306	5.448	34.691
O	17.004	13.797	22.901
O	17.987	17.196	33.496
O	10.581	10.261	26.775
O	19.544	4.347	29.89
N	11.071	10.691	16.881
O	7.302	16.636	20.194
O	15.032	11.971	29.759
O	19.13	2.443	19.218
O	9.434	7.915	26.147
O	14.233	10.77	31.889
O	11.886	3.935	25.697
O	18.409	9.335	29.415
O	12.783	8.526	20.442
O	5.432	16.058	29.96
O	4.426	10.585	22.546
O	16.947	7.503	28.208
O	7.683	14.133	21.812
O	19.153	9.958	24.558
O	16.892	1.943	21.717
O	19.446	7.757	27.532
O	7.275	12.113	23.445
O	6.64	10.131	29.718
O	6.808	12.013	33.598
O	17.892	14.784	32.433
O	8.3	9.454	19.666
O	16.466	16.183	16.13
O	18.87	3.232	22.933
O	4.381	12.495	20.68
O	14.733	17.894	32.767
O	13.113	16.491	20.035
O	5.513	2.635	34.798
O	13.128	6.247	25.493
O	19.906	15.665	33.972
O	10.035	5.683	21.557
O	12.853	17.988	30.943
O	12.309	12.403	18.678
O	8.644	15.858	16.739
N	6.678	14.854	15.352
O	6.632	14.461	32.601
O	19.2	10.666	34.815
O	2.951	12.803	17.892
O	10.891	10.461	19.71
O	15.709	10.712	22.262
O	7.484	17.021	23.715
O	5.178	8.121	28.968
O	5.262	17.945	26.775
O	19.595	16.542	31.477
O	18.48	5.274	32.026
O	7.527	13.634	17.551
O	5.183	16.143	24.912
O	5.253	9.011	26.428
O	13.831	11.524	20.586
O	4.829	17.277	19.483
O	18.944	5.24	24.565
O	16.522	14.092	29.037
O	13.432	5.119	17.851
O	13.943	13.378	31.744
O	12.894	2.898	15.796
O	14.107	16.064	26.312
O	19.02	10.505	27.159
O	5.66	8.521	31.597
O	8.537	9.508	28.08
O	19.039	7.821	20.32
O	15.355	9.255	20.088
O	16.759	16.057	25.724
O	8.397	10.108	22.345
O	20.534	18.301	29.727
O	4.511	17.071	15.296
N	10.913	17.331	16.341
O	11.247	5.218	16.442
O	15.514	13.254	25.012
O	15.067	1.872	19.712
O	14.899	7.839	26.591
O	10.768	6.686	32.5
O	15.321	12.396	15.616
O	4.906	5.174	16.546
N	4.213	12.314	15.431
O	9.485	11.24	24.582
O	8.923	14.719	19.64
O	16.419	8.005	34.831
O	4.179	6.874	18.386
O	14.865	3.603	21.628
O	18.464	6.385	34.274
O	12.254	6.25	29.761
O	9.725	5.322	25.423
O	16.436	8.076	22.095
O	7.417	7.019	19.114
O	3.862	10.111	19.977
O	12.197	4.591	31.792
O	6.232	4.117	26.446
O	9.437	7.235	23.624
O	9.807	12.58	18.31
O	18.693	5.223	17.494
O	12.232	15.643	22.323
O	11.248	8.355	18.367
O	15.039	15.423	23.862
O	13.96	14.126	16.616
O	19.297	16.716	26.181
O	3.771	5.446	20.572
O	14.458	3.943	25.935
O	15.595	2.821	29.494
O	9.913	15.966	23.55
O	7.311	17.33	33.898
O	16.87	6.168	25.95
O	20.618	6.615	32.737
O	9.581	2.22	22.899
O	7.192	14.492	24.392
O	7.428	6.358	25.384
O	15.512	15.428	31.086
O	19.244	12.413	23.662
O	14.614	10.801	25.332
O	5.211	14.917	20.345
O	5.155	12.472	31.616
O	4.789	3.061	20.899
O	14.855	7.588	24.023
O	12.075	11.459	25.093
O	9.603	6.193	29.509
O	14.895	12.222	18.291
O	20.064	4.314	33.871
N	10.016	16.715	21.047
O	15.209	14.698	33.641
O	6.935	14.27	28.804
O	5.326	13.762	22.746
O	7.394	5.135	30.562
O	6.603	7.243	33.788
O	16.845	3.71	24.97
O	18.117	17.212	23.809
O	10.762	18.284	29.453
O	10.488	12.915	26.48
O	9.145	14.813	33.415
O	10.251	13.986	21.709
O	16.191	2.258	27.062
O	9.665	4.404	31.53
O	7.858	7.214	21.652
N	16.665	13.996	17.585
O	8.339	10.58	34.877
O	5.579	17.677	31.926
O	16.347	3.425	31.881
O	14.556	6.157	21.854
O	8.444	3.068	29.548
O	8.003	16.466	31.629
O	4.881	15.395	27.472
O	11.052	5.333	19.106
N	13.409	9.959	18.319
O	8.547	13.959	30.917
O	13.205	15.81	32.283
O	9.847	15.453	26.369
O	10.273	3.274	20.612
O	7.384	16.25	26.238
O	9.659	14.191	28.615
O	4.968	11.286	25.066
O	17.999	9.435	18.504
O	3.414	7.133	15.896
O	10.559	4.372	33.927
O	18.828	6.862	29.966
O	6.341	10.744	20.77
O	16.984	5.014	29.91
O	14.224	15.264	28.828
O	17.291	8.776	25.951
O	4.69	4.744	22.925
O	12.031	14.912	27.557
O	12.245	9.054	32.538
O	14.357	7.432	18.507
O	6.649	11.086	27.166
O	16.383	12.537	31.846
O	20.927	8.928	33.947
O	13.286	10.672	23.028
O	6.211	15.789	17.97
O	5.245	6.462	26.862
O	12.469	4.7	21.165
O	6.215	9.213	18.141
O	17.099	3.067	17.851
O	17.558	11.761	28.928
O	4.231	3.206	24.988
O	14.509	13.06	22.603
O	11.875	7.634	34.665

Results
total energy: -141277.896 eV
total energy less fixed offsets of N -271.95, O -438.35, Si -107.03 eV per atom: 8.274 eV

Forces (eV/angstrom) on atoms 93 to 438 of the 571, counted in the order above; the others are left out for length: element, x, y, z
Si	0.027	-0.015	0.006
Si	0.034	-0.021	-0.015
Si	-0.023	-0.027	-0.061
Si	-0.017	0.02	-0.118
Si	-0.059	-0.008	-0.022
Si	-0.053	0.023	0
Si	-0.031	-0.014	-0.046
Si	-0.009	0.006	-0.032
Si	0.04	-0.016	-0.055
Si	0.05	-0.015	-0.014
Si	0.033	0.003	-0.029
Si	-0.059	-0.009	-0.021
Si	0.01	0.008	-0.02
Si	-0.015	0.03	-0.034
Si	-0.009	0.002	-0.05
Si	0.017	0.043	-0.081
Si	0.015	0.026	0.09
Si	0.003	-0.016	0.042
Si	-0.032	-0.019	-0.025
Si	-0.003	-0.015	0.069
Si	-0.059	-0.032	0.09
Si	0.011	0.026	-0.034
Si	0.013	0.038	0.022
Si	-0.005	0.003	0.075
Si	0.016	-0.041	0.032
Si	-0.013	-0.044	0.056
Si	0.039	0.022	-0.063
Si	0.037	0.044	0
Si	0.018	-0.06	0.023
Si	0.047	0.046	-0.045
Si	0	0.05	0.028
Si	-0.001	0.078	0.093
Si	0.028	0.069	0.02
Si	-0.013	-0.059	0.088
Si	0.168	-0.229	-0.675
Si	-0.131	0.249	-0.618
Si	-0.092	0.148	-0.457
Si	0.078	0.054	-0.615
Si	0.189	-0.497	-0.621
Si	0.104	0.015	-0.48
Si	0.048	0.056	-0.322
Si	0.23	-0.171	-0.646
Si	-0.23	0.332	-0.708
Si	-0.514	0.311	-0.518
Si	-0.11	0.016	-0.489
Si	-0.098	0.061	-0.218
Si	-0.303	0.244	-0.423
Si	-0.106	0.158	-0.546
Si	0.229	-0.285	-0.649
Si	0.274	-0.002	-0.514
Si	0.138	-0.058	-0.533
Si	0.267	-0.46	-0.671
Si	-0.097	0.028	-0.031
Si	-0.066	-0.225	0.059
Si	0.048	0.064	0.14
Si	0.024	-0.056	0.051
Si	0.125	-0.118	-0.013
Si	0.05	-0.016	0.103
Si	0.037	-0.066	0.029
Si	0.14	0.127	-0.098
Si	-0.034	-0.101	0.023
Si	-0.067	-0.072	0.032
Si	0.064	0.013	-0.025
Si	-0.192	0.089	0.076
Si	-0.044	-0.025	0.151
Si	0.101	-0.068	0.206
Si	0.046	-0.172	-0.057
Si	-0.026	0.002	0.022
Si	0.013	0.152	-0.216
Si	0.035	-0.041	-0.088
Si	-0.011	0.045	0.096
Si	-0.022	-0.118	0.033
Si	0.145	-0.026	0.089
Si	-0.016	-0.224	-0.095
Si	-0.089	0.244	-0.173
Si	0.088	-0.003	0.105
Si	0.016	-0.098	0.039
Si	-0.011	0.113	0.11
Si	-0.165	0.205	0.063
Si	0.237	0.013	0.043
Si	-0.054	-0.047	-0.087
Si	-0.104	0.014	-0.045
Si	-0.259	-0.09	0.148
Si	0.004	0.073	0.075
Si	-0.022	-0.018	0.038
Si	-0.154	0.002	0.008
Si	0.073	0.069	-0.006
Si	-0.091	0.046	-0.035
Si	-0.102	0.094	-0.139
Si	0.187	-0.089	0.171
Si	0.096	-0.014	-0.097
Si	0.099	0.027	-0.024
Si	0.055	0.058	0.059
Si	-0.046	0.017	-0.015
Si	-0.008	0.125	0.061
Si	-0.096	0.224	0.026
Si	0.182	-0.117	0.2
Si	-0.062	0.005	-0.12
Si	-0.004	-0.165	0.011
Si	0.018	-0.058	-0.11
Si	0.166	0.079	0.119
Si	-0.022	-0.039	0.054
Si	-0.097	0.014	-0.139
Si	0.009	0.034	-0.281
Si	0.044	0.055	-0.095
Si	0.024	-0.017	-0.017
Si	0.033	0.11	0.126
Si	-0.008	-0.008	0.051
Si	0.06	-0.045	0.103
Si	-0.043	-0.068	-0.111
Si	-0.057	0.092	-0.091
Si	0.013	-0.067	-0.081
Si	-0.069	-0.029	0.17
Si	-0.101	0.046	-0.072
Si	-0.049	-0.02	-0.011
Si	-0.185	0.19	-0.217
Si	-0.022	0.08	-0.048
Si	0.059	-0.008	-0.034
Si	-0.141	0.013	0.163
Si	-0.028	-0.011	-0.082
Si	0.056	-0.041	-0.118
Si	-0.1	-0.044	-0.022
Si	-0.08	0.016	-0.125
Si	0.007	-0.113	-0.027
Si	0.07	-0.041	-0.057
Si	-0.011	0.009	-0.041
Si	-0.133	-0.086	0.056
Si	0.008	0.075	0.1
Si	-0.065	0.16	0.212
Si	0.007	-0.049	0.123
Si	0.062	0.094	0.002
Si	-0.003	-0.028	0.018
Si	-0.007	0.019	0.169
Si	0.052	-0.048	-0.188
Si	-0.189	-0.163	0.042
Si	0.037	-0.013	0.089
Si	-0.017	0.085	-0.091
Si	0.072	0.076	0.018
Si	-0.031	0.091	-0.029
Si	0.094	0.077	0.003
Si	-0.114	-0.031	-0.117
Si	-0.007	0.054	0.095
Si	-0.024	0.012	-0.002
Si	0.001	-0.008	-0.135
Si	-0.01	-0.146	-0.226
Si	0.058	-0.06	0.075
Si	-0.013	0.042	-0.151
Si	-0.106	-0.042	-0.134
Si	0.007	0.069	0.02
Si	0.084	0.067	-0.017
Si	-0.015	-0.056	-0.077
Si	0.036	-0.045	-0.149
Si	-0.049	0.001	0.022
Si	0.138	-0.097	-0.137
Si	-0.017	-0.033	0.111
Si	0.013	-0.047	-0.011
Si	-0.028	-0.024	0.03
Si	0.079	0.043	-0.114
Si	0.017	-0.014	0.057
Si	0.098	-0.032	-0.039
Si	-0.004	-0.001	0.007
Si	0.007	0.005	0.008
Si	0.01	-0.003	0.007
Si	0.01	0	0.017
Si	-0.005	-0.014	0.02
Si	-0.006	0.012	-0.002
Si	0.012	0.011	0.009
Si	0.004	-0.013	0.024
Si	-0.004	-0.006	0.009
Si	-0.011	-0.001	0.015
Si	-0.019	-0.003	0.007
Si	-0.02	0.011	0.02
Si	-0.014	0.004	0.005
Si	0.004	0.02	-0.008
Si	0.004	-0.014	0.009
Si	0.012	-0.008	0.008
Si	0.007	-0.003	0.017
Si	-0.01	0.012	0.009
Si	0.003	0.008	-0.014
Si	0.005	-0.009	0.001
Si	0.007	-0.01	0.005
Si	-0.004	-0.004	0.009
Si	-0.001	-0.004	0.01
Si	0.009	-0.003	-0.002
Si	-0.01	0.001	0.012
Si	-0.006	0.016	0.011
Si	-0.01	-0.023	0.018
Si	0.003	0.005	0.013
Si	0.01	0.013	0.011
Si	0.004	0.003	0.005
Si	0.005	-0.014	0.002
Si	0.015	-0.004	0.004
Si	0.005	-0.002	0.018
Si	-0.005	0.006	0.016
Si	-0.009	-0.004	0
Si	-0.007	0.008	0.004
Si	-0.021	0.008	-0.01
Si	-0.006	-0.001	0.002
Si	0.011	-0.002	0
Si	0.022	0.002	0.003
Si	0.002	-0.001	-0.014
Si	0.007	0.004	-0.011
Si	0	0.011	-0.006
Si	-0.002	0.007	0.012
Si	-0.016	0	0.005
Si	-0.013	-0.003	0
Si	-0.012	0.013	0.002
Si	-0.002	0.002	0.003
Si	0.027	0.001	-0.012
Si	-0.001	0.004	-0.004
Si	0.008	-0.021	0.001
Si	-0.008	-0.017	-0.006
Si	0.014	0.018	-0.001
Si	-0.004	-0.001	-0.001
Si	0.007	0.002	-0.025
Si	0.005	-0.024	-0.013
Si	-0.013	-0.012	0
Si	0.012	-0.016	-0.006
Si	-0.008	0.037	-0.019
Si	-0.005	0.01	-0.016
Si	-0.022	0.004	-0.027
Si	-0.024	0.01	0.003
Si	0.007	-0.021	0.01
Si	0.014	-0.002	0.015
Si	0.019	-0.027	-0.003
Si	0.005	-0.023	0.008
Si	0.003	-0.011	-0.006
Si	0.018	0.021	-0.009
Si	-0.047	0.016	-0.001
Si	-0.004	0.012	0.009
Si	0.023	-0.002	0.002
Si	0.012	0.012	-0.008
N	-0.048	-0.002	0.151
O	0.057	-0.117	0.122
O	0.256	0.623	-0.015
O	-0.286	0.558	0.106
O	-0.209	-0.022	-0.151
N	0.041	0.053	0.004
O	-0.39	-0.21	0.349
O	0.156	-0.161	0.431
O	0.375	-0.325	-0.208
O	0.153	0.166	-0.137
O	-0.008	0.036	-0.37
O	-0.179	0.197	0.238
O	0.284	-0.238	0.258
O	0.307	-0.722	-0.077
O	0.289	0.142	-0.175
O	-0.448	0.382	0.162
O	-0.47	0.092	-0.072
O	0.58	-0.412	-0.154
N	0.166	-0.035	-0.147
O	0.352	0.207	0.627
O	0.054	0.115	-0.172
O	-0.213	0.204	-0.558
O	0.039	0.254	-0.142
O	-0.427	0.259	-0.256
O	0.304	-0.205	-0.245
O	0.153	0.148	0.167
O	0.215	0.51	0.364
O	0.128	-0.012	0.107
O	-0.25	-0.257	0.18
O	0.049	0.135	-0.052
O	-0.764	-0.049	0.151
O	-0.384	0.285	-0.244
O	-0.107	0.132	-0.028
O	0.071	0.155	0.345
O	0.029	-0.538	0.175
O	0.397	-0.339	-0.251
O	0.119	0.685	0.204
O	-0.243	0.172	0.117
O	0.113	0.035	-0.264
O	-0.021	0.313	0.256
O	-0.166	-0.082	-0.31
O	0.35	-0.022	-0.506
O	0.014	0.025	0.132
O	0.159	0.082	0.039
O	0.278	0.276	0.393
O	-0.09	0.061	0.454
O	0.243	0.655	0.281
O	0.094	0.605	0.396
O	-0.005	-0.504	-0.044
O	0.28	-0.183	0.385
O	-0.1	-0.006	-0.493
O	-0.108	0.037	-0.171
O	-0.3	0.254	0.332
O	0.13	-0.155	-0.326
O	-0.091	0.053	-0.461
O	0.376	0.165	-0.435
O	-0.28	0.074	-0.429
O	0.273	-0.155	0.179
O	0.461	-0.33	-0.111
O	0.057	0.166	-0.486
O	0.123	-0.227	0.355
O	0.486	-0.253	0.234
O	-0.191	-0.247	0.27
O	0.42	0.143	0.116
O	0.435	-0.047	0.039
O	-0.177	0.273	-0.148
O	-0.056	0.16	0.322
O	-0.094	-0.415	0.064
O	0.383	-0.105	-0.025
O	0.085	0.468	0.36
O	-0.072	-0.085	-0.157
O	-0.017	-0.205	-0.399
O	-0.163	0.075	-0.34
O	0.383	0.017	0.207
O	0.507	0.074	0.091
N	0.082	-0.108	-0.022
O	-0.143	0.321	0.578
O	-0.322	-0.339	-0.097
O	-0.273	0.373	0.008
O	0.081	0.045	-0.153
O	-0.02	-0.341	-0.368
O	-0.286	-0.677	-0.204
O	-0.13	-0.172	0.727
O	0.012	-0.1	0.548
O	0.429	0.169	0.013
O	-0.043	-0.35	0.165
O	-0.515	0.107	0.401
O	-0.225	0.197	-0.345
O	0.232	-0.362	-0.198
O	-0.028	-0.084	-0.418
O	-0.063	-0.222	-0.591
O	-0.499	-0.211	-0.201
O	-0.265	0.337	0.347
O	0.34	-0.575	-0.507
O	-0.506	0.264	0.075
O	0.247	-0.189	0.212
O	0.385	-0.223	-0.013
O	-0.305	0.149	-0.397
O	-0.423	-0.02	-0.702
O	0.324	-0.358	-0.007
O	-0.388	-0.407	-0.178
O	-0.057	0.065	-0.214
O	-0.489	0.021	0.439
O	0.049	0.421	0.03
O	-0.247	-0.352	0.055
O	0.149	0.213	0.007
O	-0.121	0.791	-0.289
O	0.432	-0.301	-0.068
N	-0.004	-0.326	0.04
O	-0.16	0.464	0.142
O	-0.143	-0.164	-0.436
O	0.311	0.181	0.44
O	-0.006	0.265	0.28
O	0.375	0.209	0.339
